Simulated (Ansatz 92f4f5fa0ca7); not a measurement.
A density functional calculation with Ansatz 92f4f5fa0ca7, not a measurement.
Periodic cell of 220 atoms, Si132O88, from a study of silicon, its oxide and their interface. The atomic structure is a simulated model.
This geometry differs little from another in the collection (a relaxation step or a small displacement).

Settings
functional: r2SCAN
potential files: Ansatz PAW
basis: plane waves
wave-function cutoff: 800 eV
density cutoff ratio: 5
exchange-correlation grid ratio: 1
k mesh: 1 x 1 x 1, shifted by 0.5 0.5 0 of a step
self-consistency stop: 1e-10 eV per atom in the density residual
occupations: fixed
spin: none
net charge: 0

Cell vectors (angstrom)
a  10.88  0  0
b  0  10.88  0
c  0  0  32.0878

Atoms: element, x, y, z (angstrom)
Si  0.4546  -0.8201  -0.3018
Si  2.7127  3.3596  -0.1155
Si  0.3309  5.3946  -0.3033
Si  2.8298  8.1428  0.2157
Si  5.6717  -0.1622  -0.0127
Si  8.2744  2.6193  -0.3204
Si  5.1332  6.1131  -0.17
Si  7.9189  8.5654  0.0639
Si  1.6294  1.625  1.1405
Si  4.1832  4.441  1.257
Si  1.3601  6.7698  1.3444
Si  4.1773  9.6055  1.3993
Si  6.8555  1.4692  1.1746
Si  9.6327  4.1039  0.982
Si  6.7514  6.9893  1.2874
Si  9.66  9.5267  1.2824
Si  0.0739  2.8102  2.495
Si  2.7887  0.1501  2.6041
Si  -0.0032  8.1307  2.6782
Si  2.7586  5.5276  2.7325
Si  5.4766  2.8542  2.5004
Si  8.2811  0.1247  2.5521
Si  5.4764  8.2492  2.7735
Si  8.2069  5.4651  2.418
Si  1.3936  4.0967  3.9759
Si  4.156  1.4749  3.9461
Si  1.3996  9.5811  3.9153
Si  4.0972  6.8844  4.0793
Si  6.8713  4.141  3.8698
Si  9.6034  1.4658  3.9218
Si  6.9136  9.632  3.9776
Si  9.5043  6.7644  3.9563
Si  0.0333  0.0361  5.2762
Si  2.7481  2.7397  5.3325
Si  0.0151  5.4453  5.3321
Si  2.7043  8.2397  5.3587
Si  5.4921  0.0749  5.3174
Si  8.1956  2.781  5.2768
Si  5.496  5.4495  5.2997
Si  8.1882  8.1781  5.3196
Si  1.3854  1.3485  6.6701
Si  4.1259  4.0892  6.6656
Si  1.366  6.8229  6.6989
Si  4.0983  9.5686  6.6757
Si  6.8409  1.4246  6.6703
Si  9.5356  4.0909  6.6883
Si  6.8207  6.8074  6.6744
Si  9.5599  9.5479  6.6514
Si  -0.0004  2.6867  8.0197
Si  2.7209  -0.003  8.0568
Si  -0.0256  8.1619  8.0455
Si  2.7627  5.43  8.0231
Si  5.4468  2.7246  8.0587
Si  8.1924  0.0352  8.0054
Si  5.411  8.1307  8.0057
Si  8.1615  5.436  8.0459
Si  1.4043  4.0183  9.3309
Si  4.1019  1.3242  9.4125
Si  1.3329  9.5081  9.3978
Si  4.1275  6.7297  9.4362
Si  6.7987  4.0806  9.4268
Si  9.4937  1.3934  9.4397
Si  6.7996  9.5088  9.2723
Si  9.4928  6.7887  9.4128
Si  -0.0665  -0.0233  10.7665
Si  2.724  2.669  10.7577
Si  0.0035  5.3323  10.6505
Si  2.6915  8.084  10.6923
Si  5.5073  -0.0716  10.7022
Si  8.0913  2.7408  10.8494
Si  5.5144  5.3751  10.9012
Si  8.019  8.1414  10.7003
Si  1.3207  1.3204  12.1002
Si  4.1174  3.93  12.1922
Si  1.3421  6.6604  12.0024
Si  4.1429  9.381  11.9744
Si  6.7433  1.2782  12.1918
Si  9.4668  4.1842  12.1417
Si  6.8139  6.8524  12.3199
Si  9.3466  9.4861  12.0302
Si  -0.1487  2.6566  13.3768
Si  2.8789  -0.0565  13.2539
Si  -0.3114  7.8429  13.1123
Si  2.8412  5.447  13.4041
Si  5.0516  2.2055  13.618
Si  8.0123  -0.1524  13.5857
Si  4.9717  7.8026  13.5717
Si  8.8288  6.1715  13.4368
Si  0.801  3.9083  15.0482
Si  5.8951  1.9113  15.7945
Si  0.8249  9.1909  14.6776
Si  5.4027  8.4588  15.8103
Si  7.777  4.3972  16.6955
Si  9.7921  0.8889  14.6728
Si  6.6609  10.4976  15.6147
Si  9.3664  5.9591  15.74
Si  1.0345  -1.6291  22.443
Si  10.4524  7.9689  17.0158
Si  -5.1184  8.1998  23.5226
Si  1.5838  13.2174  17.4511
Si  -1.2257  4.3805  19.2887
Si  8.961  10.7896  17.3381
Si  4.0828  -1.5789  18.3899
Si  10.2361  12.3891  19.6105
Si  1.5895  5.165  20.2683
Si  3.9673  10.3469  23.3005
Si  4.3319  1.3988  17.6033
Si  11.5796  10.5165  26.2329
Si  6.0262  5.7479  17.402
Si  6.6572  11.3343  21.7126
Si  8.0026  7.9262  25.4466
Si  14.545  4.0798  18.474
Si  1.3548  8.1568  19.6098
Si  5.6865  5.9012  25.1966
Si  7.3025  5.9398  20.2927
Si  0.3949  7.7901  24.9241
Si  5.409  14.0408  27.7414
Si  6.8978  3.4583  22.0703
Si  12.133  14.9524  23.2308
Si  9.7197  11.4225  22.5107
Si  6.1809  8.69  20.5601
Si  9.2811  3.2868  23.7807
Si  17.4514  3.7187  25.0215
Si  13.4008  16.4525  25.5301
Si  2.2002  1.6207  24.5957
Si  4.1026  1.5541  29.9306
Si  1.4189  12.2706  28.4664
Si  7.0371  4.8276  29.7668
Si  13.4727  3.6637  26.8717
Si  -1.2141  11.3557  29.7686
Si  9.0809  9.3833  27.7733
Si  9.3074  6.9634  29.7636
O  -13.1504  10.5491  -3.2664
O  8.4609  3.6854  -9.645
O  1.5208  4.3274  -0.7649
O  -0.2761  6.2282  -1.6097
O  -2.3359  7.8405  -1.2297
O  1.7304  9.0764  -0.6133
O  -0.3877  10.1241  -1.6718
O  4.833  0.4124  -1.2869
O  6.8296  -1.2152  -0.5097
O  6.4777  4.1655  -3.6774
O  7.5083  3.6321  -1.3388
O  5.8514  5.638  -1.5628
O  3.9135  7.1623  -0.5917
O  11.8189  11.586  -0.0365
O  4.6387  20.0415  -7.8797
O  -0.2404  4.1759  23.9063
O  0.2009  -3.0706  18.5122
O  2.3205  3.7638  17.6499
O  4.5186  5.1533  17.6095
O  0.0664  10.618  14.7486
O  9.542  9.3101  17.0611
O  2.2364  4.6096  14.6875
O  8.9249  4.1699  17.8569
O  4.4702  2.6715  18.6428
O  6.0855  7.0977  16.4785
O  9.44  1.0414  16.2721
O  11.6462  2.6673  16.1113
O  7.3786  10.5799  17.1246
O  3.8976  11.9168  13.9375
O  11.7332  8.3593  16.0717
O  14.7539  6.606  13.9238
O  2.3403  -1.1821  14.3375
O  0.7698  -1.8812  20.8614
O  0.342  15.6857  19.2653
O  4.5286  10.8695  18.4025
O  -1.5701  0.4583  18.8041
O  10.7887  5.1227  15.6291
O  1.8325  -4.1267  20.2446
O  0.6906  12.6813  18.7027
O  13.4724  8.9803  18.944
O  12.6203  13.405  23.3284
O  6.5333  6.0017  18.8984
O  18.1966  7.5202  20.6821
O  19.7266  16.3759  20.1252
O  10.712  -0.6528  22.9944
O  2.7652  1.282  17.1237
O  1.179  4.5631  21.7034
O  3.0652  4.5761  19.889
O  7.1525  2.939  16.2121
O  14.2747  11.5003  24.2483
O  9.7427  12.6287  23.5966
O  17.5815  10.2268  20.5098
O  4.1714  8.7896  16.8456
O  0.773  7.8941  23.335
O  6.5412  4.8027  21.2056
O  -5.3234  17.4938  23.733
O  6.9764  6.7022  25.8873
O  -0.1008  12.2651  29.0235
O  -5.4509  8.4661  21.9665
O  5.156  8.5011  19.3219
O  12.4359  2.905  27.8706
O  11.7708  11.7124  25.1531
O  13.7493  13.4468  25.7104
O  -8.5497  4.9911  24.0106
O  2.5956  -1.0971  22.5578
O  9.6186  7.9994  28.5231
O  9.5193  13.7943  19.9297
O  3.7862  2.882  30.8141
O  1.0883  9.1206  25.5539
O  -2.9437  8.9286  26.7239
O  10.1276  10.2114  26.8505
O  7.2648  8.5382  24.1091
O  5.9798  2.8059  26.2514
O  18.9988  0.1909  22.4251
O  5.2369  11.0566  22.4987
O  10.4281  11.7933  21.0889
O  1.6283  11.024  27.4505
O  5.1175  12.7555  28.6955
O  2.6212  11.9641  29.5004
O  17.531  2.0423  21.2869
O  8.279  5.7767  29.3353
O  12.1596  6.6279  25.6562
O  14.9848  16.9449  25.7274
O  6.0948  14.192  23.4945
O  9.6296  7.6303  25.1668
O  -1.9439  12.3078  30.8512
O  3.9861  3.917  27.6632
O  8.2241  3.5485  25.0085

Results
free energy: -134611.910 eV
free energy less fixed offsets of O -570.45, Si -639.56 eV per atom: 9.610 eV

Forces (eV/angstrom), in the order of the atoms: element, x, y, z
Si  0.1071  0.1183  0.0054
Si  -0.0199  -0.082  0.0816
Si  -0.0709  -0.0723  0.1054
Si  0.0091  0.0074  0.1148
Si  -0.0227  0.0041  0.1092
Si  0.0075  0.076  0.0774
Si  0.038  -0.0143  0.0793
Si  -0.0637  0.0363  0.0256
Si  0.0361  0.0931  0.0116
Si  0.0258  -0.058  0.0654
Si  0.025  0.007  0.059
Si  -0.0245  -0.0303  0.0264
Si  -0.0088  -0.0046  0.0168
Si  -0.0088  -0.0059  -0.0141
Si  0.0673  -0.0089  0.0688
Si  -0.0691  0.0029  0.0887
Si  0.0374  -0.0037  -0.0021
Si  -0.0063  -0.0051  0.0022
Si  0.0544  -0.0284  -0.0296
Si  0.0049  0.0463  0.0866
Si  -0.0079  -0.0128  0.022
Si  -0.0314  0.0092  0.0357
Si  0.0002  0.0356  0.0534
Si  -0.0286  -0.0127  -0.0131
Si  0.0407  0.0274  0.0109
Si  -0.0017  -0.0078  0.0004
Si  -0.0617  0.0274  -0.0268
Si  -0.0022  -0.0225  -0.0093
Si  -0.0424  0.0532  -0.0037
Si  0.0106  0.0053  -0.0208
Si  -0.0071  -0.058  -0.0311
Si  0.0407  0.0203  -0.0101
Si  -0.0045  -0.0338  -0.0043
Si  -0.0306  -0.0054  0.0005
Si  -0.0067  -0.0266  -0.0073
Si  0.0263  0.005  0.0005
Si  0.0078  0.0176  -0.0187
Si  0.0007  -0.0185  0.0074
Si  -0.0297  0.0013  -0.0087
Si  -0.0236  -0.004  -0.0057
Si  0.0123  -0.0127  0.0069
Si  0.0061  -0.0001  -0.0065
Si  -0.0002  0.0427  0
Si  -0.0506  -0.0472  -0.0065
Si  0.0197  0.0055  0.0026
Si  0.0357  0.0319  -0.0096
Si  0.0026  0.0302  -0.0262
Si  0.0316  0.0248  -0.0073
Si  -0.0315  0.0137  0.0248
Si  -0.0059  0.0079  0.0018
Si  0.0201  0.0084  0.0215
Si  -0.0019  -0.0095  -0.0022
Si  0.009  0.0306  0.0043
Si  -0.0332  -0.0282  -0.0088
Si  0.0554  0.002  0.0114
Si  -0.0068  -0.0275  0.0045
Si  -0.0075  -0.0053  0.0005
Si  -0.0206  -0.0188  0.0156
Si  -0.0381  -0.0627  0.0285
Si  0.0207  0.0592  0.0862
Si  -0.0216  -0.0224  -0.0301
Si  0.0685  0.0108  0.0476
Si  0.0418  0.0228  0.013
Si  -0.0467  -0.0192  0.0177
Si  -0.0123  0.0203  -0.0419
Si  0.0228  -0.0044  -0.0482
Si  0.0185  0.0566  -0.0031
Si  0.0135  -0.011  -0.0433
Si  -0.054  -0.0213  -0.0305
Si  -0.0998  0.0559  -0.0041
Si  0.0316  -0.0061  -0.0305
Si  0.0278  -0.0407  0.0057
Si  -0.0536  -0.1243  0.0375
Si  -0.0535  -0.0182  0.0311
Si  0.0603  0.0238  -0.0456
Si  -0.0758  0.0524  0.0395
Si  0.0614  0.0085  0.1001
Si  0.0932  0.022  0.0312
Si  -0.0349  0.1156  -0.0532
Si  0.1259  -0.0281  -0.0738
Si  -0.0156  0.0439  0.0482
Si  -0.0312  0.0177  -0.2514
Si  0.0065  0.0571  -0.2231
Si  -0.0446  -0.0317  -0.1468
Si  -0.0046  0.0174  -0.2685
Si  -0.0804  0.0574  -0.0035
Si  0.1257  -0.0027  0.0157
Si  0.1611  0.1082  -0.1758
Si  0.0159  0.0292  -0.2365
Si  -0.015  0.07  0.048
Si  -0.1595  -0.0572  -0.0509
Si  -0.0443  0.007  -0.0431
Si  0.096  0.2793  0.096
Si  -0.0783  -0.0332  -0.1332
Si  0.013  -0.1504  -0.0651
Si  -0.1311  -0.3685  -0.1028
Si  -0.0018  -0.067  0.0353
Si  0.0302  0.1502  0.0456
Si  0.0232  -0.0534  0.0423
Si  -0.0037  0.0924  -0.0322
Si  -0.0378  -0.0427  -0.0618
Si  -0.0615  0.1033  -0.0634
Si  0.0409  -0.1231  -0.1155
Si  -0.0887  0.1057  -0.0588
Si  0.0196  0.0039  0.0114
Si  -0.0046  -0.0015  0.1089
Si  0.0037  -0.0801  0.0094
Si  0.0234  0.0381  0.0813
Si  0.037  -0.1467  -0.1261
Si  0.0204  0.044  -0.0062
Si  -0.0093  -0.0368  0.0924
Si  -0.0443  0.1818  0.0344
Si  0.0354  -0.1149  -0.03
Si  -0.063  -0.028  0.034
Si  0.0363  -0.0732  -0.0354
Si  0.0641  -0.033  0.0671
Si  -0.0685  -0.0266  0.1239
Si  0.0411  0.0362  0.011
Si  0.0293  0.0602  -0.0079
Si  0.0152  0.1093  -0.0072
Si  -0.0225  -0.0776  -0.0297
Si  -0.0082  -0.0012  -0.0332
Si  -0.0311  0.0249  0.1032
Si  -0.0097  0.0406  -0.0078
Si  -0.0263  0.0584  0.0735
Si  0.0123  0.0678  -0.0434
Si  0.0516  0.0266  0.0123
Si  0.0313  -0.0165  0.04
Si  0.0196  0.0221  0.0648
Si  0.0314  0.0394  0.0533
Si  0.0089  -0.0091  -0.001
Si  -0.0042  -0.0665  0.0457
O  -0.026  -0.0138  -0.0212
O  0.0084  -0.0139  -0.0235
O  0.0022  0.0102  -0.042
O  0.001  0.0696  -0.0856
O  0.0075  -0.0144  -0.0221
O  -0.0453  -0.012  -0.0206
O  -0.0103  -0.0638  -0.0812
O  -0.023  -0.0188  -0.0532
O  0.0952  -0.0208  -0.0319
O  -0.0066  0.0142  -0.0276
O  -0.065  0.0509  -0.0205
O  -0.055  0.0237  0.0024
O  0.0217  -0.0159  -0.0456
O  0.018  -0.036  0.0658
O  -0.006  0.0104  -0.0197
O  -0.0209  -0.001  0.0077
O  0.0028  -0.0297  0.0174
O  -0.0138  -0.0623  -0.0021
O  -0.1949  -0.0172  0.0367
O  0.0513  -0.0331  -0.0311
O  0.0532  -0.0999  -0.0114
O  0.0546  0.0395  0.0682
O  -0.003  -0.0696  0.2595
O  0.0608  -0.0712  -0.0032
O  -0.0199  0.1114  0.0252
O  0.0248  -0.0017  0.075
O  -0.0003  -0.0702  0.1134
O  0.0049  0.0852  -0.0281
O  0.019  0.0351  0.0887
O  0.017  -0.0208  0.1389
O  0.014  -0.0137  -0.0359
O  -0.0448  -0.0633  0.0333
O  -0.0308  0.0489  -0.0013
O  0.0305  0.0243  -0.0151
O  -0.0138  0.065  0.0589
O  0.0412  -0.0065  0.0879
O  -0.0526  0.1005  0.0752
O  -0.015  0.0625  0.0118
O  0.0609  -0.0347  0.0114
O  -0.0327  0.0529  -0.0011
O  0.0127  -0.032  -0.0582
O  -0.0021  0.0074  0.1035
O  0.0177  0.0477  0.0124
O  0.0003  0.0417  0.0297
O  0.0002  0.0002  0.0066
O  0.0563  -0.063  0.0089
O  -0.0184  -0.0216  0.0107
O  -0.0053  -0.0249  0.0136
O  0.1142  -0.0682  -0.1367
O  0.0406  -0.0202  -0.0312
O  0.0213  -0.0592  -0.0038
O  0.0222  0.0339  -0.0329
O  -0.0847  -0.0357  0.1491
O  0.0143  0.0099  -0.0555
O  -0.0128  0.0042  0.0247
O  -0.0219  0.0145  -0.0388
O  0.0862  0.0469  -0.0301
O  0.0024  -0.0062  -0.0132
O  -0.0329  0.0264  -0.0173
O  0.0231  0.01  0.0117
O  -0.0515  -0.0581  0.0223
O  0.0171  0.0234  -0.0263
O  -0.0221  0.0019  -0.0676
O  0.0052  -0.0223  0.006
O  -0.0029  0.0224  -0.052
O  0.0158  0.0428  -0.0128
O  0.0167  -0.0444  -0.0026
O  0.035  0.0339  -0.0102
O  0.0059  -0.0308  -0.0227
O  -0.0238  -0.0032  -0.0083
O  -0.003  0.0004  0.0048
O  0.0018  0.0459  -0.0263
O  0.0362  -0.0618  -0.0687
O  -0.0342  -0.031  0.0014
O  0.0162  0.0034  -0.0195
O  0.0018  -0.0428  0.0381
O  -0.008  -0.0111  -0.0466
O  0.0005  -0.0201  -0.0241
O  -0.0554  -0.0585  0.0333
O  -0.0379  -0.0562  -0.0515
O  -0.0017  0.0307  -0.0183
O  -0.0846  0.005  -0.0215
O  0.0076  -0.03  -0.0058
O  0.0192  -0.0221  -0.0118
O  -0.0316  -0.0035  -0.0304
O  0.0032  -0.0907  -0.0248
O  0.0597  0.0382  -0.0428
O  -0.0241  0.0119  -0.0284

The program warned: the cutoff lies below the one the program advises for these potential files; the forces do not sum to zero within the program's tolerance; empty levels may hold ghost states of the PAW files; the exchange-correlation potential is rough where the density is thin.
